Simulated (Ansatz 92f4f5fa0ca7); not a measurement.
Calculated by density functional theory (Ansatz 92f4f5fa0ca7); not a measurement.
Periodic cell of 288 atoms, Si196O92, from a study of silicon, its oxide and their interface. The atomic structure is a simulated model.
Doubt: the cutoff is far below the 930 eV that the study's wrapper takes by default for these files, so forces and energies are approximate.
This geometry differs little from another in the collection (a relaxation step or a small displacement).

Settings: functional PBE; potential files Ansatz PAW; basis plane waves; wave-function cutoff 580 eV; density cutoff ratio 5; exchange-correlation grid ratio 1; k mesh 1 x 1 x 1, Gamma-centred; self-consistency stop 5e-08 eV per atom in the density residual; occupations fixed; spin none; net charge 0.

Cell vectors (angstrom)
a 11.6015 0 0
b 0 10.938 0
c 0 0 40.3024

Atoms and the computed forces on them: element, x, y, z (angstrom), force x, y, z (eV/angstrom)
Si 0 0 0.9665 0.0036 0.0435 -0.0058
Si 3.8672 0 0.9665 -0.0116 0.0146 0.0058
Si 7.7343 0 0.9665 0.0081 0.0547 -0.012
Si 1.9336 1.3673 0.9665 0.0017 -0.0113 0.0176
Si 5.8008 1.3673 0.9665 -0.0049 -0.0896 0.0092
Si 9.6679 1.3673 0.9665 0.0021 -0.0195 0.0122
Si 0 5.469 0.9665 0.0055 0.0046 0.0059
Si 3.8672 5.469 0.9665 -0.0072 0.0589 -0.013
Si 7.7343 5.469 0.9665 0.0018 0.0704 -0.0191
Si 1.9336 6.8362 0.9665 -0.0093 -0.0133 0.0077
Si 5.8008 6.8362 0.9665 -0.0029 -0.057 -0.0067
Si 9.6679 6.8362 0.9665 0.011 -0.0323 0.0032
Si 1.9336 2.7345 39.3353 0.0153 -0.0294 0.0375
Si 5.8008 2.7345 39.3353 0.0067 0.1017 -0.0452
Si 9.6679 2.7345 39.3353 0.0125 -0.009 0.0207
Si 0 4.1018 39.3353 0.0099 0.0265 0.0357
Si 3.8672 4.1018 39.3353 0.0006 -0.0689 -0.0096
Si 7.7343 4.1018 39.3353 0.0227 -0.1047 -0.0366
Si 1.9336 8.2035 39.3353 0.0183 -0.0091 0.0196
Si 5.8008 8.2035 39.3353 0.0076 0.0784 -0.0295
Si 9.6679 8.2035 39.3353 0.0095 0.0202 0
Si 0 9.5708 39.3353 0.0085 -0.0368 0.0103
Si 3.8672 9.5708 39.3353 0.0114 0.0281 0.0463
Si 7.7343 9.5708 39.3353 0.015 -0.059 -0.0076
Si 0 0 4.8337 -0.0439 -0.0361 0.0202
Si 3.8672 0 4.8337 -0.0228 -0.0283 0.0624
Si 7.7343 0 4.8337 -0.0455 0.0329 0.0273
Si 1.9336 1.3673 4.8337 -0.031 -0.0913 -0.0248
Si 5.8008 1.3673 4.8337 -0.0408 -0.1027 0.1528
Si 9.6679 1.3673 4.8337 -0.0495 -0.0971 -0.0325
Si 0 5.469 4.8337 -0.0445 -0.0508 0.0062
Si 3.8672 5.469 4.8337 -0.0147 -0.0475 0.0331
Si 7.7343 5.469 4.8337 -0.0595 -0.0021 -0.0104
Si 1.9336 6.8362 4.8337 -0.0211 -0.1032 -0.0827
Si 5.8008 6.8362 4.8337 -0.0371 -0.0776 -0.006
Si 9.6679 6.8362 4.8337 -0.0467 -0.0582 0.0072
Si 1.9336 2.7345 2.9001 -0.0178 0.0177 -0.0057
Si 5.8008 2.7345 2.9001 -0.0192 0.0887 0.0125
Si 9.6679 2.7345 2.9001 -0.0021 0.0213 -0.0016
Si 0 4.1018 2.9001 -0.017 -0.0028 -0.0035
Si 3.8672 4.1018 2.9001 -0.0141 -0.0355 0.0003
Si 7.7343 4.1018 2.9001 -0.0088 -0.04 -0.0047
Si 1.9336 8.2035 2.9001 -0.0109 0.0054 -0.0175
Si 5.8008 8.2035 2.9001 -0.0177 0.0396 -0.0044
Si 9.6679 8.2035 2.9001 -0.0107 0.0208 -0.0099
Si 0 9.5708 2.9001 -0.0131 -0.0287 -0.001
Si 3.8672 9.5708 2.9001 -0.0149 -0.0249 0.0146
Si 7.7343 9.5708 2.9001 -0.0147 -0.0512 0.0125
Si 0.4022 -0.0174 29.6611 -0.0691 0.1746 0.0782
Si 3.9719 0.1536 30.012 -0.0336 0.1566 0.0535
Si 7.9209 0.069 29.5904 -0.2042 -0.038 -0.0438
Si 2.1177 1.6102 29.9146 0.0361 -0.2203 -0.0244
Si 5.8726 1.3279 29.3843 0.1909 0.0004 0.0964
Si 9.9165 1.2781 29.9067 0.1276 -0.1255 -0.0409
Si 0.0621 5.4104 29.9961 -0.0892 0.2216 -0.0472
Si 3.974 5.6401 29.5301 0.0191 0.0623 0.1264
Si 7.8027 5.9316 29.2415 -0.0928 0.0311 0.0556
Si 1.9654 6.8003 29.9254 0.0264 -0.2048 -0.0761
Si 5.7256 7.1894 29.4171 0.1147 -0.0406 0.1194
Si 9.8766 6.9519 29.7348 -0.0129 -0.117 0.0772
Si 2.0459 2.8661 31.8301 -0.0024 -0.0446 -0.0162
Si 5.9355 2.8298 31.3389 -0.0888 -0.1691 -0.0739
Si 9.7232 2.7848 31.7068 -0.15 -0.0381 -0.031
Si 0.0485 4.0831 31.87 0.0565 0.0187 -0.0327
Si 3.9936 4.1667 31.4628 0.0201 0.1233 0.0078
Si 7.825 4.2662 31.2841 0.0882 0.0514 -0.0673
Si 2.0381 8.254 31.7661 -0.0388 -0.0426 -0.023
Si 5.8684 8.3056 31.5523 -0.0972 -0.0791 -0.1121
Si 9.7672 8.3114 31.6488 -0.0264 -0.0613 0.0047
Si 0.1411 9.6189 31.6359 0.006 0.0678 -0.0516
Si 3.9422 9.633 31.8256 0.0735 0.0308 0.0183
Si 7.8001 9.6304 31.5488 0.0784 0.1106 -0.0508
Si 0.0553 0.079 33.5413 -0.0448 -0.0573 0.025
Si 3.9723 0.0988 33.6624 0.0128 -0.051 0.0182
Si 7.7664 0.0395 33.5005 0.0198 -0.085 0.0393
Si 2.015 1.3941 33.6418 0.0208 0.0457 0.0449
Si 5.8943 1.4616 33.397 -0.0636 0.1096 0.0462
Si 9.678 1.3952 33.591 0.0468 0.0401 0.054
Si 0.0387 5.5553 33.6575 -0.0084 -0.0252 0.0569
Si 3.9704 5.4936 33.4641 -0.0294 -0.0802 -0.0197
Si 7.8029 5.4984 33.378 -0.0153 -0.0874 0.0702
Si 2.0204 6.8229 33.612 0.0268 0.0476 -0.0024
Si 5.8786 6.863 33.4506 0.0389 0.0857 0.0509
Si 9.7053 6.8931 33.5448 0.0061 0.0555 -0.0138
Si 1.981 2.7826 35.5187 -0.0137 0.0066 0.0089
Si 5.8582 2.7542 35.4183 0.0141 -0.0518 -0.0165
Si 9.6821 2.7619 35.4992 -0.006 0.0043 -0.0021
Si 0.0238 4.109 35.5084 0.0005 -0.0131 0.0085
Si 3.9322 4.1261 35.4324 -0.0011 0.0217 -0.0136
Si 7.7668 4.1513 35.4001 0.006 0.0342 -0.0169
Si 1.9863 8.2335 35.4937 -0.0075 0.0147 0.011
Si 5.8556 8.1923 35.443 -0.0105 -0.0354 -0.0224
Si 9.6809 8.2363 35.4802 0.0065 -0.0084 0.0041
Si 0.03 9.5878 35.4525 0.0171 0.0081 -0.0064
Si 3.9412 9.5762 35.5068 -0.0139 0.0011 -0.0181
Si 7.7492 9.5989 35.4472 0.008 0.0252 -0.0083
Si 0 0 37.4017 0.0238 0.0738 -0.0772
Si 3.8672 0 37.4017 0.0989 0.0823 0.2683
Si 7.7343 0 37.4017 -0.0243 0.0943 -0.0431
Si 1.9336 1.3673 37.4017 0.0556 0.0251 0.1506
Si 5.8008 1.3673 37.4017 0.0833 0.0626 -0.2953
Si 9.6679 1.3673 37.4017 -0.0372 0.0124 0.1154
Si 0 5.469 37.4017 -0.007 0.1348 0.2518
Si 3.8672 5.469 37.4017 0.1021 0.0871 -0.1777
Si 7.7343 5.469 37.4017 0.0039 0.1057 -0.2716
Si 1.9336 6.8362 37.4017 0.0381 0.0404 0.0887
Si 5.8008 6.8362 37.4017 0.0656 -0.0419 -0.0849
Si 9.6679 6.8362 37.4017 -0.0073 0.0501 0.0111
Si 1.8916 2.7111 6.7711 -0.0039 0.0113 0.0166
Si 5.7587 2.7011 6.8064 -0.0052 -0.0233 0.0107
Si 9.611 2.7127 6.7695 0.0079 -0.0011 0.0085
Si -0.0512 4.0739 6.7571 0.0134 0.0021 -0.0103
Si 3.829 4.0743 6.7634 -0.0088 0.009 -0.003
Si 7.682 4.0768 6.7532 -0.0056 -0.0022 -0.0036
Si 1.8958 8.1834 6.759 -0.0047 0.002 0.0029
Si 5.7609 8.19 6.7708 0.0024 -0.0028 0.0054
Si 9.6104 8.1915 6.7709 0.003 0.0068 -0.0013
Si -0.0395 9.545 6.7614 -0.0103 0.0039 -0.0054
Si 3.8246 9.555 6.7732 0.0052 0.0073 -0.0049
Si 7.6823 9.564 6.7683 0.0041 -0.0059 0.0175
Si -0.0764 -0.0217 8.6855 0.0359 -0.0413 -0.0203
Si 3.81 -0.0355 8.7238 -0.0296 -0.0369 -0.0289
Si 7.6512 -0.0546 8.7389 -0.008 -0.0556 0.0058
Si 1.8741 1.3332 8.7064 -0.0087 0.0361 -0.0047
Si 5.7201 1.3157 8.7703 0.0244 0.0531 -0.0286
Si 9.5931 1.2974 8.6757 -0.009 0.0353 -0.0184
Si -0.0939 5.4565 8.6682 -0.0065 -0.0418 -0.0069
Si 3.8178 5.4432 8.6887 -0.0227 -0.0511 -0.0094
Si 7.6461 5.3945 8.7061 0.0048 -0.034 -0.0115
Si 1.862 6.7763 8.6614 0.0057 0.0568 -0.0083
Si 5.7373 6.7895 8.6864 0.0187 0.0515 -0.0271
Si 9.5656 6.7872 8.6838 0.0023 0.0437 -0.0162
Si 1.8498 2.8194 10.5543 0.0314 -0.0303 -0.0339
Si 5.6439 2.5829 10.791 -0.0111 -0.0975 0.0428
Si 9.6047 2.6182 10.6128 0.0204 -0.0647 0.0013
Si -0.1314 4.0874 10.5837 -0.0115 0.0732 0.0165
Si 3.8263 4.1182 10.6474 0.0119 0.0776 0.0333
Si 7.6176 3.8732 10.5497 -0.0015 0.0547 0.0096
Si 1.8179 8.2538 10.4886 -0.029 -0.0703 -0.0262
Si 5.6903 8.0665 10.6671 -0.0347 -0.0725 0.0276
Si 9.5535 8.1027 10.6406 0.017 -0.0754 0.0263
Si -0.1442 9.5333 10.6012 -0.0204 0.0968 0.0095
Si 3.777 9.5005 10.6375 0.0531 0.0986 0.0371
Si 7.6031 9.4739 10.6681 0.0147 0.0541 -0.0317
Si -0.0599 -0.0241 12.5351 -0.0373 0.0642 -0.0436
Si 3.5238 -0.1146 12.6034 0.0412 0.0516 -0.0596
Si 7.5865 -0.0762 12.6214 -0.0384 0.0888 0.0535
Si 1.7695 1.4511 12.4306 -0.0003 -0.1 0.0169
Si 5.5153 1.1298 12.8259 -0.0083 -0.0456 -0.0884
Si 9.5458 1.2561 12.5779 0.037 -0.0612 -0.0213
Si -0.0146 5.4732 12.5078 -0.0646 0.1173 -0.0242
Si 3.6783 5.5189 12.5986 0.0466 0.109 -0.0524
Si 7.655 5.099 12.5003 -0.0211 0.1149 0.0312
Si 1.81 6.9384 12.3794 0.0396 -0.1399 0.0278
Si 5.8406 6.6442 12.6282 -0.0215 -0.1187 -0.0285
Si 9.4887 6.6235 12.5456 0.0157 -0.1138 -0.011
O 8.6911 6.0867 17.3734 -0.015 -0.0091 -0.0339
O 13.2709 7.7143 13.8507 -0.0089 0.0349 -0.0151
O -6.1672 29.0207 23.9726 0.0003 0.0046 0.0153
O 9.1106 7.6058 13.8469 -0.0218 0.0386 -0.0007
O 5.6131 3.5301 16.3945 -0.0071 0.0239 -0.0058
O 10.7615 8.9319 20.3369 0.0008 -0.0011 0.0038
O 11.9938 4.571 13.8554 0.0613 -0.0378 0.0054
O 0.1861 20.9577 18.1014 -0.0135 0.0143 -0.0035
O 3.0336 9.9767 13.979 -0.0533 -0.0459 0.0376
O 1.748 2.2688 13.8929 -0.0028 0.0585 -0.0125
O 1.8464 4.6155 26.7504 -0.0336 -0.0123 0.0058
O 3.6159 12.3527 25.6116 -0.0408 0.0185 0.0066
O 3.716 10.0302 28.7752 0.0552 -0.0147 -0.0262
O 11.7125 15.3792 28.6431 0.0567 -0.0505 0.0314
O 8.2235 11.0806 25.5995 -0.0016 0.0151 -0.0025
O -0.8409 25.3986 24.0311 0.0227 0.0019 0.0104
O 30.6957 1.9452 15.5543 0.0031 -0.0015 -0.0127
O 13.3318 17.9352 21.2702 -0.0051 0.01 0
O 0.0948 7.4176 17.7205 -0.0014 -0.0045 -0.0221
O 8.0811 -0.7592 28.1322 0.1392 0.0654 0.0188
O 17.1701 16.1762 18.4994 0.0093 0.0057 -0.0162
O 7.5675 16.7434 22.9955 -0.007 -0.0052 0.0072
O 10.8621 7.1348 22.2493 0.0036 0.0189 0.014
O 5.1902 -0.5948 26.5245 -0.0563 -0.033 0.0469
Si 22.1054 -24.9552 26.8522 0.0118 0.0235 -0.0242
Si 30.394 5.0669 21.6081 -0.0173 0.013 0.0008
Si 29.0746 -8.8974 15.808 0.0166 -0.001 -0.0269
Si 15.979 3.9611 22.1952 0.0079 -0.0099 -0.0093
Si 23.4386 -4.995 18.4179 0.0215 0.0079 0.0228
Si 12.183 -7.5041 23.2513 -0.0043 0.0013 -0.0076
Si 19.745 9.7564 22.4731 -0.0444 0.0133 0.005
Si 7.4307 28.8921 16.9484 0.0025 -0.0274 0.0429
Si 14.9826 5.0668 26.4438 0.0546 0.0034 0.048
Si 16.6857 11.9712 26.3036 0.0383 0.0516 0.0392
Si 5.8731 6.6526 19.2868 0.0046 -0.0033 0.0192
Si 12.6534 19.679 17.5722 0.002 -0.0224 0.0347
Si 22.4213 21.1977 19.3822 0.0126 -0.0071 0.0012
Si -0.6539 8.7642 21.9647 -0.0223 0.0024 -0.0179
Si 20.931 3.2886 24.7361 -0.0334 0.0026 -0.0527
Si 38.0322 -8.255 19.5635 0.019 0.0225 0.0057
Si 0.3517 6.1468 21.4959 0.0041 -0.0137 -0.0295
Si 0.3082 12.9245 20.6177 0.0074 0.007 0.0066
Si 19.36 19.3072 14.3809 -0.006 0.0237 -0.0391
Si 8.0657 0.2285 19.7549 -0.0045 0.0047 0.0248
Si 24.733 8.7895 27.4747 -0.0099 -0.0263 0.0353
Si -6.4258 0.4879 18.4509 0.0004 0.0083 -0.0019
Si -2.5151 3.1424 20.0345 -0.018 0.01 -0.0086
Si 8.4694 3.0327 14.8006 -0.0283 0.0078 -0.0446
Si 20.1001 5.86 26.1577 -0.0035 -0.0294 0.0607
Si -1.1381 1.9113 27.2163 -0.0037 -0.0441 0.0433
Si 24.9626 3.8265 14.3777 0.006 -0.0297 -0.0121
Si -6.2716 26.9147 16.8816 0.0086 0.0039 0.0273
Si 3.9036 17.5916 23.9013 0.0198 -0.0272 -0.012
Si 9.0039 10.3533 26.785 -0.0754 -0.0338 0.0604
Si 1.6387 20.1652 14.4548 0.0213 0.0226 -0.022
Si 15.9469 31.1838 27.4702 0.0434 -0.044 -0.0154
Si 3.6303 19.7565 19.4325 -0.0094 -0.0253 0.0069
Si 25.413 8.3799 22.0086 0.0286 -0.015 -0.0143
Si 12.7773 3.5653 27.7841 0.047 -0.0012 0.0133
Si -2.2278 4.6089 17.3576 -0.0078 0.0095 0.0249
Si -9.005 -6.399 17.2015 -0.0055 0.0231 0.0217
Si 7.0401 7.0829 23.854 -0.0062 -0.0243 -0.0209
Si -8.2318 2.7465 24.6572 0.0584 -0.0056 -0.0075
Si 7.5127 22.905 24.4565 -0.0023 0.0104 -0.0045
O 10.3654 -2.9869 28.4853 0.0474 0.0203 -0.0408
O 20.1034 4.2621 21.0722 0.0023 -0.008 0.0039
O 21.0858 2.572 26.1602 -0.0031 -0.0083 0.006
O 16.9302 19.041 28.0398 -0.087 0.1023 -0.0885
O 8.5409 15.5709 25.1201 0.0081 -0.0274 -0.004
O 26.4834 14.3108 18.096 0.0016 -0.0182 0.0028
O 15.7291 13.6309 23.2073 -0.0002 0.0093 -0.0006
O 12.462 9.2333 22.4259 -0.0015 0.0084 0.0138
O 13.8882 13.7067 28.6945 -0.0609 0.0771 -0.0181
O 0.4101 19.2054 26.396 -0.0231 -0.0051 0.0221
O -12.258 -6.0803 17.6157 -0.0044 -0.0057 -0.0309
O 24.8912 13.1265 19.7807 -0.0161 -0.0056 -0.0049
O 8.3598 2.305 23.8774 0.0049 -0.0058 0.0223
O 4.1111 5.214 27.902 -0.0534 -0.0209 -0.1313
O 15.7045 3.898 25.5709 -0.0095 -0.0293 -0.0109
O 23.8974 4.8336 22.4005 -0.0014 -0.0026 0.0122
O 12.1904 24.0573 22.2104 0.0064 -0.013 -0.0062
O 8.739 25.5071 18.5079 0.0105 -0.0011 -0.0118
O 6.7699 7.6141 18.3126 0.0092 -0.0071 -0.0227
O -1.5546 6.3827 26.3465 -0.0153 0.0039 0.0175
O 6.3529 6.0684 16.1371 0.0085 0.0077 -0.0014
O 3.1115 20.1809 20.9389 -0.0094 0.0093 0.0092
O 18.3323 -21.5068 18.8734 0.0009 -0.001 -0.0198
O 14.7525 4.528 13.8405 -0.05 -0.0277 0.0117
O 13.3732 5.466 18.2328 -0.0029 -0.0038 -0.0183
O 15.4268 16.2781 22.9052 0.0057 0.0068 0.0101
O 24.7431 9.0832 16.0642 0.0012 -0.0075 0.0126
O 15.9486 -9.4396 19.4423 -0.0071 -0.0029 -0.0049
O 14.6453 18.855 23.327 -0.015 0.0089 0.0095
O 8.3918 23.5833 20.3798 0.0048 0.0049 -0.0021
O 10.7116 3.0124 20.1783 0.0036 -0.0093 -0.0086
O -3.7484 -0.9291 20.889 0.0025 -0.0076 0.0025
O -0.1825 -10.4659 20.3592 0.0032 0.0004 0
O 6.7128 28.1401 20.6092 0.0058 -0.004 0.0011
O 17.7292 -9.4125 25.1449 0.0209 -0.0075 -0.0062
O 9.2343 14.8567 15.9073 0.0223 0.0354 0.0362
O 13.4041 -18.742 24.3103 -0.0339 0.0024 0.0107
O 5.4664 12.662 27.7754 -0.0762 -0.005 -0.1476
O -2.2605 10.6931 18.838 0.0001 -0.0049 -0.0148
O 11.9922 -8.5512 26.9723 -0.0617 -0.0253 0.0298
O -4.1041 8.4015 23.047 0.0205 0.0282 -0.0009
O 15.1837 -7.2432 20.7951 -0.007 -0.0051 -0.0129
O 13.3304 3.8733 16.0022 0.005 0.0071 0.0177
O 9.8707 2.3881 28.6538 0.0336 -0.0131 -0.043
O 21.9568 11.2236 27.1112 -0.0117 0.0832 0.009
O 15.3928 5.4461 16.5444 -0.0079 -0.0086 -0.0178
O 16.8328 11.906 16.8711 0.0013 -0.026 0.0231
O 32.9806 20.5663 22.7194 0.0122 -0.0087 0.013
O -0.1926 -5.1022 19.9896 0.0011 0.001 0.017
O 6.3557 -3.2108 13.8021 0.0533 0.0608 0.0185
O 7.3646 32.8729 23.1764 0.0195 -0.0439 -0.0148
O 25.5582 8.4761 18.4964 0.0288 0.022 0
O 19.1949 -3.9557 25.3901 -0.0149 0.0104 0.0021
O 17.5678 -6.916 21.8546 -0.007 0.0011 0.0059
O 9.5919 2.2235 13.9381 -0.0358 0.0216 0.0014
O 21.0565 30.7931 26.2106 0.021 -0.0175 0.0227
O 12.5154 -0.8784 28.3189 0.0105 -0.0688 -0.0344
O -3.7869 8.2682 16.003 0.0022 -0.008 0.0222
O 13.4104 -3.3908 28.4704 -0.0244 0.039 0.0503
O 26.1518 -1.9632 26.662 0.0065 0.026 0.0355
O 7.7894 9.9488 14.0055 0.0187 -0.0397 -0.0203
O 11.9059 10.0217 13.9091 0.0317 -0.0373 0.0155
O 3.3809 6.35 25.4323 0.0003 0.0162 -0.0108
O 4.4734 9.9723 18.656 -0.0035 0.0061 -0.0091
O 7.879 5.4475 27.6316 0.0554 0.0206 -0.1682
O 5.2195 -9.0915 14.3139 0.0226 0.0277 0.0877
O 16.1256 7.469 19.6535 -0.0095 0.0203 -0.0118
O 7.623 4.0423 13.8113 0.0274 -0.0592 -0.0112

Results
free energy: -176916.085 eV
free energy less fixed offsets of O -568.88, Si -635.61 eV per atom: 0.435 eV

The program warned: the cutoff lies below the one the program advises for these potential files; the exchange-correlation potential is rough where the density is thin.
